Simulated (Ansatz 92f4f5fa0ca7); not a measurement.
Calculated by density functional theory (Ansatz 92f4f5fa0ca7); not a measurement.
Periodic cell of 216 atoms, Si120O64H32, with a vacuum gap, from a study of silicon, its oxide and their interface. The atomic structure is a simulated model.

Settings: functional r2SCAN; potential files Ansatz PAW; basis plane waves; wave-function cutoff 800 eV; density cutoff ratio 5; exchange-correlation grid ratio 1; k mesh 1 x 1 x 1, shifted by 0.5 0.5 0 of a step; self-consistency stop 1e-11 eV per atom in the density residual; occupations fixed; spin none; net charge 0; applied field sawtooth along c, amplitude +0.015 V/angstrom in the program's sign convention, ramp centred at 0.9876 of c and 0.0249 of c wide, no dipole correction.

Cell vectors (angstrom)
a, 10.888, 0, 0
b, 0, 10.888, 0
c, 0, 0, 40.1891

Atoms and the computed forces on them: element, x, y, z (angstrom), force x, y, z (eV/angstrom)
Si, -0.019, 1.1121, 27.3999, 0.0079, 0.0099, 0.0008
Si, 3.435, 0.045, 24.5163, 0.0028, -0.0051, 0.0602
Si, -0.5689, 6.0649, 26.6283, 0.0053, -0.0008, 0.0266
Si, 3.3673, 8.0499, 25.627, -0.0038, 0.0023, 0.0334
Si, 6.0242, -0.1448, 26.1714, 0.0091, 0.0051, 0.0314
Si, 7.8092, 3.0505, 26.5262, 0.0095, -0.0085, 0.0073
Si, 5.7336, 4.3779, 26.1515, -0.0012, 0.0015, 0.0303
Si, 8.9665, 7.995, 26.0599, 0.0047, 0.0023, 0.009
Si, 2.2629, 1.2633, 27.0124, 0.0002, 0.0016, 0.0281
Si, 4.0712, 3.814, 27.8619, 0.0119, 0.0029, 0.0026
Si, 1.3107, 6.9133, 27.7322, -0.032, -0.0122, 0.0007
Si, 5.1989, 8.6818, 26.9959, 0.0011, 0.0054, 0.0021
Si, 6.7973, 1.3767, 27.8422, -0.0098, 0.0079, -0.0126
Si, 9.2479, 4.3493, 27.8784, 0.0114, -0.0055, -0.0274
Si, 6.927, 7.1707, 26.9511, 0.004, -0.0048, 0.0008
Si, 9.7572, 9.7553, 27.7473, 0.0017, -0.0001, 0.0056
Si, -0.3054, 2.7848, 29.0916, -0.0265, 0.0028, -0.0026
Si, 3.2408, -0.3901, 29.4601, -0.0086, 0.0243, -0.0055
Si, 0.0733, 8.2877, 29.1878, -0.0017, -0.0014, -0.0045
Si, 2.7302, 5.454, 29.0002, -0.0008, 0.0019, 0.0066
Si, 5.4594, 2.6432, 29.3161, -0.0024, 0.0046, 0
Si, 8.144, -0.0433, 29.134, 0.0074, 0.0135, 0.0143
Si, 4.8484, 8.7445, 29.3269, -0.001, 0, 0.0106
Si, 8.0728, 5.6198, 29.3668, 0.0221, -0.0173, -0.0057
Si, 1.3314, 4.0435, 30.3525, 0.0053, -0.0202, 0.0295
Si, 4.1536, 1.3355, 30.7248, 0.0235, -0.0095, 0.0251
Si, 1.3927, 9.5862, 30.5921, -0.0125, -0.0116, 0.0277
Si, 3.9957, 6.8496, 30.4641, 0.0017, -0.0201, 0.0432
Si, 6.767, 4.1224, 30.614, -0.0369, -0.0074, 0.0251
Si, 9.3951, 1.3895, 30.5597, 0.0324, -0.0076, 0.017
Si, 6.7299, 9.5578, 30.5131, 0.0257, 0.0349, 0.0457
Si, 9.5802, 6.9069, 30.5737, -0.0215, -0.0052, 0.0129
Si, -0.0186, 0.077, 31.8763, -0.043, -0.0073, 0.1564
Si, 2.6796, 2.7535, 31.8479, -0.0109, 0.0636, 0.1868
Si, 0.032, 5.4176, 31.8256, -0.0314, 0.0279, 0.1833
Si, 2.6784, 8.1487, 31.9427, -0.0085, -0.0056, 0.1771
Si, 5.5199, 0.0015, 32.0387, -0.0365, 0.0036, 0.2051
Si, 8.111, 2.7366, 31.9677, -0.004, 0.0509, 0.1925
Si, 5.3879, 5.5147, 31.872, -0.0083, -0.006, 0.1507
Si, 8.1336, 8.21, 31.8725, 0.0596, -0.0271, 0.1778
Si, 1.3706, 1.3898, 33.2455, -0.2034, 0.0832, 0.2922
Si, 4.0498, 4.1159, 33.2138, -0.1801, 0.1883, 0.1415
Si, 1.3393, 6.7755, 33.2643, 0.0021, -0.0132, 0.323
Si, 4.0934, 9.4983, 33.2909, 0.1016, -0.095, 0.3264
Si, 6.8204, 1.3774, 33.3726, -0.0703, 0.0996, 0.6843
Si, 9.5707, 4.0647, 33.233, -0.1301, 0.1151, 0.1873
Si, 6.8331, 6.7981, 33.2331, -0.2065, 0.1365, 0.2316
Si, 9.4969, 9.5754, 33.2199, -0.0014, 0.1132, 0.1853
Si, 0.024, 2.7022, 6.9485, 0.1127, -0.167, -0.1901
Si, 2.7351, 0.0322, 6.9372, -0.066, 0.0317, -0.1124
Si, -0.0412, 8.1777, 6.8799, 0.1671, 0.0261, -0.273
Si, 2.7161, 5.4283, 6.9306, 0.0962, -0.054, -0.3842
Si, 5.417, 2.7563, 6.9321, 0.3339, -0.2207, -0.3079
Si, 8.2008, 0.0054, 6.9882, -0.1251, -0.0724, -0.3346
Si, 5.4744, 8.129, 6.9187, 0.0357, -0.0168, -0.4751
Si, 8.2194, 5.4232, 6.9048, 0.123, -0.1739, -0.1816
Si, 1.3851, 4.058, 8.2993, 0.0016, -0.0156, -0.1766
Si, 4.0999, 1.4036, 8.3307, 0.027, -0.0661, -0.1998
Si, 1.3214, 9.5472, 8.2325, 0.0052, 0.0103, -0.1814
Si, 4.1324, 6.7493, 8.255, -0.0224, 0.0307, -0.1816
Si, 6.8677, 4.0426, 8.2586, 0.0558, -0.062, -0.1788
Si, 9.5948, 1.3226, 8.3421, -0.0114, 0.0415, -0.1753
Si, 6.82, 9.4901, 8.2762, 0.0034, 0.032, -0.1721
Si, 9.5842, 6.7748, 8.2834, 0.0331, -0.0715, -0.1973
Si, 0.0208, -0.0555, 9.7466, 0.0053, -0.0194, -0.0429
Si, 2.7388, 2.769, 9.7149, 0.015, 0.0214, -0.029
Si, 0.1168, 5.451, 9.6825, -0.0121, 0.0083, -0.0199
Si, 2.7284, 8.1719, 9.4733, -0.009, -0.0095, -0.0021
Si, 5.4957, -0.0026, 9.6265, -0.0137, -0.0174, -0.0089
Si, 8.262, 2.7181, 9.6559, -0.0128, 0.0228, -0.0201
Si, 5.5144, 5.3747, 9.6054, -0.0021, 0.0025, -0.0204
Si, 8.1747, 8.0977, 9.5975, -0.0068, 0.0304, -0.0274
Si, 1.4131, 1.3626, 11.0623, 0.0064, -0.0015, -0.0064
Si, 4.1635, 4.1174, 11.0795, 0.0038, 0.0125, -0.009
Si, 1.6079, 6.7955, 10.9894, 0.0149, 0.0115, -0.0031
Si, 4.0307, 9.4898, 10.8539, -0.0102, -0.0104, -0.0111
Si, 6.9534, 1.2754, 10.9761, 0.0014, 0.0009, -0.0076
Si, 9.604, 4.122, 11.0243, -0.0052, -0.0085, -0.0006
Si, 6.8167, 6.7631, 10.9592, 0.0022, -0.0171, -0.0023
Si, 9.5276, 9.3257, 11.0304, -0.0017, -0.003, -0.0045
Si, 0.0905, 2.7863, 12.3964, -0.0129, 0.008, 0.0377
Si, 2.7155, -0.1083, 12.3569, -0.0032, -0.0077, 0.0098
Si, 0.1563, 8.0149, 12.3117, -0.0017, -0.0045, 0.0209
Si, 3.4541, 6.0506, 12.367, -0.0017, 0.002, 0.011
Si, 5.4459, 2.5234, 12.2605, 0.01, -0.0095, 0.0082
Si, 8.0221, -0.349, 12.3827, 0.0021, 0.0123, 0.0044
Si, 5.1265, 7.8668, 12.1511, 0.0003, 0.0075, -0.0007
Si, 8.1136, 5.3706, 12.3446, 0.0053, -0.0051, 0.0007
Si, 1.6239, 3.9548, 14.8682, -0.0036, -0.0074, 0.0321
Si, 4.6095, 0.6724, 13.4542, -0.0137, 0.0222, 0.0212
Si, 1.1814, 9.5477, 13.6688, -0.004, 0.0123, 0.0035
Si, 2.8638, 5.9366, 14.6852, 0.0033, -0.0055, 0.0148
Si, 6.7859, 3.8965, 13.5325, 0.0011, -0.0042, 0.0248
Si, 9.5262, 0.4858, 13.9992, 0.0008, 0.0044, 0.0346
Si, 6.0713, 9.644, 13.4744, 0.0087, -0.0302, 0.0211
Si, 9.1418, 6.4495, 14.1737, 0.0019, 0.0011, 0.0355
Si, 22.5703, -2.7538, 18.0133, -0.0021, -0.006, 0.0648
Si, 30.3664, 22.1097, 24.4386, 0.0149, -0.0006, 0.0413
Si, -18.3033, 34.3538, 16.082, -0.0075, 0.0045, 0.0495
Si, -25.415, -24.4335, 15.814, 0.0095, -0.0024, 0.0601
Si, 9.7483, 12.8952, 25.5274, -0.0122, -0.0054, 0.0206
Si, 39.3965, 25.3676, 20.2158, 0.0004, -0.0018, 0.0723
Si, -21.9486, -15.4908, 21.9007, -0.0059, 0.0001, 0.0873
Si, 2.3531, 17.7191, 20.2582, 0.005, -0.0114, 0.0627
Si, -5.1076, 35.6169, 17.495, 0.0029, -0.0013, 0.0765
Si, 3.0145, 9.8737, 17.4563, 0.0082, 0.0006, 0.0651
Si, 22.236, -6.487, 24.2065, -0.0155, -0.0065, 0.0696
Si, 12.8907, 40.7355, 15.3443, -0.0002, 0.0018, 0.0403
Si, -1.8491, -5.3695, 19.2471, -0.001, 0.0024, 0.0705
Si, -18.2817, -27.5436, 24.2237, 0.0078, -0.0007, 0.0753
Si, -16.1675, -16.2214, 15.9474, 0.012, -0.0066, 0.0517
Si, -13.678, 23.9733, 15.8259, -0.0091, 0.0068, 0.0498
Si, 39.8617, -1.5581, 21.134, 0.0096, 0.0037, 0.0822
Si, -1.9575, 19.3208, 23.5438, -0.0035, 0.0085, 0.0656
Si, 4.1917, 20.3578, 20.128, 0.0067, 0.0059, 0.0694
Si, -6.9962, -9.6418, 21.74, -0.0039, -0.0008, 0.0599
Si, 7.029, 12.2109, 22.0411, 0.0111, -0.0095, 0.0676
Si, 30.3553, 8.2703, 18.5015, -0.0067, 0.0004, 0.0744
Si, -0.9066, 4.4724, 16.5755, -0.0011, 0.0032, 0.0658
Si, -6.9446, -28.2935, 21.2245, -0.0124, 0.0024, 0.0677
O, 6.4043, 5.8693, 26.0971, -0.0026, -0.0051, -0.011
O, 4.9565, 11.2404, 25.0213, -0.0123, 0.0034, -0.0219
O, -14.2979, 2.6605, 21.2906, -0.0054, 0.0201, -0.0292
O, 5.4365, 23.1187, 22.1561, -0.0068, 0.0007, -0.0193
O, -15.0089, 1.9555, 16.6954, 0.0116, -0.0039, -0.0283
O, 0.562, 14.9609, 16.0796, 0.0152, 0.0002, -0.0403
O, -32.5786, 48.442, 22.7029, -0.0046, 0.0193, -0.0424
O, 14.5551, 0.0419, 20.6626, 0.0005, -0.0181, -0.0391
O, 18.3995, 0.0121, 21.2694, -0.002, -0.0131, -0.0242
O, -5.3572, -17.3271, 20.88, 0.0163, -0.0019, -0.0305
O, 3.132, 5.3835, 20.2207, -0.0062, 0.013, -0.0238
O, 18.9581, -23.7205, 19.8517, 0.0135, -0.0192, -0.0532
O, 3.4649, 2.7743, 21.2576, 0.003, 0.0055, -0.0192
O, 12.4267, -3.9195, 18.8593, -0.0127, 0.013, -0.0376
O, -10.9472, 21.338, 14.308, -0.001, -0.0006, -0.0188
O, -10.089, 18.6366, 16.433, 0.0146, -0.0009, -0.0546
O, 5.626, -1.7564, 20.8025, -0.0126, 0.0008, -0.0217
O, -20.1446, -1.3828, 18.2199, 0.0027, 0.0034, -0.0219
O, 7.7248, 12.1958, 23.4768, -0.0253, 0.0077, -0.0506
O, 1.2749, -4.0322, 21.4677, 0.0183, 0.0057, -0.0341
O, 14.0316, 0.7014, 23.0702, 0.0053, 0.0135, -0.0511
O, 51.4838, 26.2015, 19.5861, 0.0074, 0.0057, -0.0298
O, 20.8794, 7.4264, 22.8174, 0.0163, -0.0183, -0.0403
O, -15.7994, 26.7061, 14.5047, 0.0107, -0.0095, -0.0358
O, 2.794, 0.4905, 16.9138, 0.0034, 0.01, -0.0281
O, 13.9325, 0.1381, 27.9017, 0.0027, 0.0022, -0.0185
O, -8.8253, 4.3947, 24.495, 0.0076, 0.0036, -0.0244
O, 14.0503, -34.2366, 24.5935, -0.001, 0.0101, -0.021
O, 18.3614, 21.3753, 25.4055, 0.0033, 0.0005, -0.0237
O, 17.2591, 9.3657, 15.0748, -0.0054, 0.0128, -0.0364
O, 20.957, 26.8256, 18.0851, 0.0077, -0.0136, -0.0515
O, 9.3588, 16.3945, 15.4854, -0.0067, 0.0125, -0.0423
O, 4.5139, 1.0323, 15.0493, 0.0094, -0.0106, -0.043
O, -1.058, 5.9557, 20.5859, -0.0185, -0.0091, -0.055
O, 15.1294, -12.104, 18.5044, -0.0134, 0.0072, -0.0519
O, 10.538, -14.8251, 13.5084, -0.0016, -0.0018, -0.0176
O, -12.3905, -0.873, 23.6593, -0.0002, -0.0091, -0.0253
O, -0.8138, 23.6707, 13.4083, 0.0052, -0.0012, -0.0258
O, 10.1822, 19.2946, 18.4889, 0.0045, 0.001, -0.019
O, -2.5204, 7.7732, 14.7239, 0.0047, -0.0095, -0.0238
O, 13.8578, 24.4985, 27.2302, -0.0059, -0.0026, 0.0012
O, -15.7499, -8.1841, 19.0631, -0.0093, -0.0046, -0.0473
O, 3.5061, -4.2374, 24.7852, -0.0013, -0.012, -0.0273
O, 7.6345, -2.3751, 22.4938, -0.0233, 0.0128, -0.056
O, 4.2507, 2.6244, 17.1344, -0.0094, -0.0054, -0.0261
O, -18.5806, -23.8254, 16.2077, -0.01, -0.014, -0.0424
O, 7.9102, 19.7427, 17.1518, -0.014, -0.0018, -0.0455
O, -8.4817, 33.4847, 25.4714, 0.0118, -0.0089, -0.0342
O, 14.1777, 29.9277, 20.4573, -0.0026, 0.0054, -0.0213
O, 6.0399, -6.3748, 17.1121, -0.0047, 0.013, -0.0314
O, -3.1681, -7.944, 14.4512, -0.0085, 0.0094, -0.0233
O, 23.8519, 7.8855, 26.613, 0.0195, 0.0101, -0.0167
O, -0.2049, 5.5206, 25.1353, 0.0124, -0.0109, -0.0389
O, 25.507, -5.7942, 22.6438, 0.0018, -0.0073, -0.0511
O, 9.0791, 3.1438, 16.676, -0.0033, -0.0065, -0.02
O, 15.6195, -6.6177, 24.855, -0.018, 0.0082, -0.0389
O, -20.8099, -18.0094, 13.384, -0.0046, -0.0089, -0.028
O, -11.0785, 2.954, 24.5498, 0.0156, 0.0209, -0.0301
O, -19.3252, 2.5916, 15.2178, -0.005, 0.0111, -0.0173
O, -14.6603, 17.5737, 28.5177, -0.0035, 0.0091, -0.0195
O, -23.851, -10.0848, 15.4333, 0.0079, -0.0093, -0.0311
O, -4.5355, 17.8385, 16.2081, -0.0022, 0.0029, -0.0125
O, -6.8671, -5.0948, 15.8682, -0.0152, 0.0033, -0.0217
O, -24.4794, 28.4947, 18.6029, 0.0028, 0.0086, -0.0317
H, 0.5383, 2.201, 34.1779, 0.4191, -0.3684, -0.2027
H, 2.1944, 0.5701, 34.1779, -0.1997, 0.2447, -0.3537
H, 3.2214, 4.931, 34.1463, 0.3506, -0.3814, -0.223
H, 4.8739, 3.2964, 34.1463, -0.2141, 0.1734, -0.3888
H, 2.17, 5.9627, 34.1968, -0.3784, 0.328, -0.2207
H, 0.524, 7.6037, 34.1968, 0.0872, -0.3421, -0.2769
H, 4.9187, 8.6801, 34.2233, -0.3765, 0.2292, -0.1984
H, 3.2906, 10.3387, 34.2233, 0.2039, -0.2921, -0.2573
H, 5.9914, 2.1919, 34.305, 0.2056, -0.2479, -0.199
H, 7.6448, 0.5581, 34.305, -0.2464, 0.4518, -0.1721
H, 10.386, 3.2365, 34.1655, -0.3204, 0.3914, -0.2997
H, 8.7511, 4.8887, 34.1655, 0.3464, -0.1927, -0.2438
H, 6.0029, 7.6114, 34.1655, 0.3484, -0.2589, -0.2306
H, 7.6583, 5.9797, 34.1655, -0.2944, 0.2051, -0.3337
H, 8.6821, 10.4041, 34.1523, 0.3811, -0.3242, -0.2888
H, 10.3043, 8.7394, 34.1523, -0.2056, 0.2195, -0.3221
H, 0.8563, 1.891, 6.016, -0.3382, 0.3555, 0.2311
H, -0.7913, 3.5304, 6.016, 0.2403, -0.3455, 0.3257
H, 1.9112, 0.8519, 6.0048, 0.4217, -0.2871, 0.2258
H, 3.5379, -0.8082, 6.0048, -0.1627, 0.2728, 0.3164
H, 0.7742, 7.3495, 5.9474, -0.1914, 0.3061, 0.2493
H, -0.8485, 9.0136, 5.9474, 0.2461, -0.4715, 0.2252
H, 1.8855, 6.2411, 5.9982, 0.2448, -0.2248, 0.3229
H, 3.5445, 4.6131, 5.9982, -0.4393, 0.3294, 0.1918
H, 4.5929, 3.5758, 5.9996, 0.3944, -0.2917, 0.3092
H, 6.246, 1.9418, 5.9996, -0.3319, 0.1356, 0.1882
H, 9.0157, -0.8232, 6.0557, -0.3386, 0.4102, 0.255
H, 7.3765, 0.8247, 6.0557, 0.2467, -0.1704, 0.2942
H, 4.6491, 8.9473, 5.9863, 0.2236, -0.2553, 0.2567
H, 6.3046, 7.3158, 5.9863, -0.297, 0.335, 0.2302
H, 9.039, 4.5993, 5.9724, -0.3309, 0.3365, 0.2075
H, 7.3942, 6.2416, 5.9724, 0.3076, -0.2398, 0.3031

Results
free energy: -113756.111 eV
free energy less fixed offsets of H -15.71, O -570.45, Si -639.56 eV per atom: 2.609 eV

The program warned: the cutoff lies below the one the program advises for these potential files; the forces do not sum to zero within the program's tolerance; empty levels may hold ghost states of the PAW files; the exchange-correlation potential is rough where the density is thin.
